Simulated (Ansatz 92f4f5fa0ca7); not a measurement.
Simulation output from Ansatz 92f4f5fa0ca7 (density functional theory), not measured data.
Periodic cell of 306 atoms, Si196O110, from a study of silicon, its oxide and their interface. The atomic structure is a simulated model.
This geometry differs little from another in the collection (a relaxation step or a small displacement).

Settings
functional: PBE
potential files: Ansatz PAW
basis: plane waves
wave-function cutoff: 700 eV
density cutoff ratio: 5
exchange-correlation grid ratio: 1
k mesh: 2 x 2 x 1, shifted by 0.5 0.5 0.5 of a step
self-consistency stop: 5e-08 eV per atom in the density residual
occupations: fixed
spin: none
net charge: 0

Cell vectors (angstrom)
a, 11.6015, 0, 0
b, 0, 10.938, 0
c, 0, 0, 42.2323

Atoms and the computed forces on them: element, x, y, z (angstrom), force x, y, z (eV/angstrom)
Si, 0, 0, 0.9665, 0.0055, -0.0036, -0.003
Si, 3.8672, 0, 0.9665, -0.0103, 0.0043, -0.0108
Si, 7.7343, 0, 0.9665, 0.0045, -0.0183, -0.0002
Si, 1.9336, 1.3673, 0.9665, -0.0021, 0.031, -0.0039
Si, 5.8008, 1.3673, 0.9665, -0.0011, -0.0108, 0.0053
Si, 9.6679, 1.3673, 0.9665, 0.0028, 0.0188, 0.0163
Si, 0, 5.469, 0.9665, -0.0018, -0.0249, -0.0099
Si, 3.8672, 5.469, 0.9665, 0.0022, -0.0326, -0.0004
Si, 7.7343, 5.469, 0.9665, 0.0008, 0.0478, -0.0055
Si, 1.9336, 6.8362, 0.9665, -0.0049, -0.0286, 0.0059
Si, 5.8008, 6.8362, 0.9665, -0.0088, -0.0344, 0.0068
Si, 9.6679, 6.8362, 0.9665, 0.0129, 0.0168, -0.0042
Si, 1.9336, 2.7345, 41.2652, -0.0065, -0.0285, 0.0134
Si, 5.8008, 2.7345, 41.2652, -0.0134, -0.0117, 0.0134
Si, 9.6679, 2.7345, 41.2652, 0.0018, -0.0637, 0.0399
Si, 0, 4.1018, 41.2652, -0.0047, 0.0066, -0.0059
Si, 3.8672, 4.1018, 41.2652, -0.0143, 0.0329, 0.0072
Si, 7.7343, 4.1018, 41.2652, -0.0046, -0.0808, -0.0387
Si, 1.9336, 8.2035, 41.2652, -0.0137, 0.0359, -0.0219
Si, 5.8008, 8.2035, 41.2652, -0.0211, 0.0484, -0.0333
Si, 9.6679, 8.2035, 41.2652, 0.0013, -0.0015, -0.0126
Si, 0, 9.5708, 41.2652, -0.0245, 0.0231, 0.0223
Si, 3.8672, 9.5708, 41.2652, 0.0069, -0.0021, 0.0076
Si, 7.7343, 9.5708, 41.2652, -0.0133, 0.0237, 0.0013
Si, 0, 0, 4.8337, -0.0051, -0.0993, 0.1078
Si, 3.8672, 0, 4.8337, 0.0358, -0.1103, -0.0199
Si, 7.7343, 0, 4.8337, 0.0547, -0.1064, -0.0433
Si, 1.9336, 1.3673, 4.8337, 0.1235, -0.0843, -0.2474
Si, 5.8008, 1.3673, 4.8337, 0.049, 0.0018, 0.1465
Si, 9.6679, 1.3673, 4.8337, -0.0278, 0.0393, 0.0943
Si, 0, 5.469, 4.8337, 0.0589, 0.0612, -0.2458
Si, 3.8672, 5.469, 4.8337, 0.0731, 0.0495, -0.1675
Si, 7.7343, 5.469, 4.8337, 0.0114, -0.0148, 0.1687
Si, 1.9336, 6.8362, 4.8337, 0.0074, -0.0217, 0.2158
Si, 5.8008, 6.8362, 4.8337, 0.1059, -0.0766, 0.15
Si, 9.6679, 6.8362, 4.8337, -0.0295, -0.0819, -0.1493
Si, 1.9336, 2.7345, 2.9001, 0.0067, -0.0626, -0.0473
Si, 5.8008, 2.7345, 2.9001, 0.0093, 0.0167, -0.003
Si, 9.6679, 2.7345, 2.9001, 0.0101, -0.0078, -0.0101
Si, 0, 4.1018, 2.9001, 0.0059, 0.0406, -0.0137
Si, 3.8672, 4.1018, 2.9001, 0.0015, 0.0268, 0.0063
Si, 7.7343, 4.1018, 2.9001, 0.0146, -0.077, 0.0497
Si, 1.9336, 8.2035, 2.9001, 0.019, 0.0505, 0.0351
Si, 5.8008, 8.2035, 2.9001, 0.0114, 0.0606, 0.032
Si, 9.6679, 8.2035, 2.9001, 0.006, -0.0192, 0.002
Si, 0, 9.5708, 2.9001, 0.0015, 0.0209, -0.0201
Si, 3.8672, 9.5708, 2.9001, 0.021, 0.022, -0.016
Si, 7.7343, 9.5708, 2.9001, 0.0122, 0.0275, -0.0122
Si, -0.6305, 1.3997, 30.2994, -0.0037, -0.0013, 0.0126
Si, 4.0605, -0.0902, 31.356, -0.0037, -0.0028, -0.0235
Si, 7.6872, 0.0035, 31.6754, 0.0161, -0.0162, 0.0223
Si, 2.1332, 2.2582, 31.4866, -0.0115, 0.0056, 0.0097
Si, 5.8317, 1.447, 31.4743, -0.0059, 0.0178, 0.0076
Si, 9.7888, 0.8944, 32.2012, -0.0048, -0.0027, -0.0136
Si, 0.3477, 5.3072, 31.5733, -0.0071, -0.0144, 0.0192
Si, 3.424, 4.8265, 31.5516, -0.0017, -0.0046, 0.0041
Si, 7.6555, 5.2897, 31.1222, 0.0006, -0.0095, 0.0197
Si, 2.6381, 8.6568, 29.9369, -0.0032, 0.0048, -0.0047
Si, 5.8312, 6.8374, 31.1261, 0.0008, 0.0012, -0.012
Si, 9.9624, 7.503, 31.5753, 0.0017, -0.0029, -0.0056
Si, 1.9075, 2.8145, 33.7261, -0.0065, 0.0189, 0.001
Si, 5.76, 2.6926, 33.5235, 0.0054, 0.038, -0.0181
Si, 9.588, 2.7438, 33.6038, -0.012, 0.0531, -0.0122
Si, -0.0618, 4.0685, 33.5507, -0.0012, -0.0233, -0.0094
Si, 3.8695, 4.1059, 33.7094, -0.0002, -0.019, -0.0043
Si, 7.6717, 4.1192, 33.3159, 0.0128, -0.0402, -0.012
Si, 2.0558, 8.7021, 32.9071, -0.057, -0.0242, -0.0246
Si, 5.6882, 8.048, 33.3427, -0.0064, -0.001, -0.0042
Si, 9.4698, 8.4319, 33.6306, 0.0088, -0.0248, 0.0082
Si, -0.5856, 10.1789, 33.4585, -0.0052, 0.0243, -0.0102
Si, 4.0336, 9.7158, 33.4432, 0.0385, 0.0087, -0.0023
Si, 7.4587, 9.5757, 33.5835, -0.0253, 0.0177, -0.0327
Si, -0.1083, 0.1137, 35.5631, 0.0021, 0.0004, -0.0148
Si, 3.8816, 0.0147, 35.4516, -0.0067, 0.0385, 0.0181
Si, 7.6389, 0.0139, 35.5059, 0.0206, 0.0382, 0.0103
Si, 1.904, 1.3248, 35.5067, 0.0197, -0.0161, -0.0077
Si, 5.7706, 1.4206, 35.5086, -0.0119, -0.0319, 0.0098
Si, 9.5491, 1.4526, 35.5735, -0.0183, -0.0372, 0.0046
Si, -0.103, 5.4612, 35.4572, 0.022, 0.0085, -0.0026
Si, 3.8543, 5.5249, 35.5405, -0.0048, 0.0235, -0.003
Si, 7.6927, 5.4702, 35.3277, -0.0051, 0.0339, 0.0025
Si, 1.8439, 6.7804, 35.4697, -0.0009, -0.0142, 0.0052
Si, 5.7758, 6.8553, 35.3994, 0.0001, -0.0342, 0.0084
Si, 9.6059, 6.8823, 35.4234, -0.0244, -0.0182, -0.0055
Si, 1.9062, 2.7342, 37.4031, -0.0064, 0.0265, 0.003
Si, 5.7763, 2.7778, 37.4239, -0.0043, 0.0197, 0.0036
Si, 9.5873, 2.7892, 37.471, 0.0137, 0.0169, 0.0017
Si, -0.0482, 4.0999, 37.3958, -0.0039, -0.0217, 0.003
Si, 3.8292, 4.1121, 37.4233, 0.0071, -0.0196, 0.0025
Si, 7.6873, 4.1689, 37.3536, -0.0037, -0.0133, 0.0034
Si, 1.9022, 8.2086, 37.3723, 0.0037, 0.0187, -0.0006
Si, 5.7905, 8.1954, 37.3712, -0.0026, 0.0183, 0.0032
Si, 9.6238, 8.1942, 37.3943, 0.0012, 0.0172, 0.0078
Si, -0.0457, 9.5659, 37.3976, -0.0001, -0.012, 0.0045
Si, 3.8556, 9.5657, 37.3787, -0.0021, -0.0194, 0.0007
Si, 7.7042, 9.573, 37.4141, 0.0001, -0.0187, 0.0032
Si, 0, 0, 39.3316, -0.0342, -0.0308, -0.0447
Si, 3.8672, 0, 39.3316, -0.0098, -0.0383, -0.1575
Si, 7.7343, 0, 39.3316, -0.0167, 0.0376, 0.0993
Si, 1.9336, 1.3673, 39.3316, -0.0346, 0.0257, 0.0346
Si, 5.8008, 1.3673, 39.3316, 0.0142, 0.0634, 0.0133
Si, 9.6679, 1.3673, 39.3316, -0.1115, 0.0114, 0.2506
Si, 0, 5.469, 39.3316, -0.0092, 0.0017, -0.039
Si, 3.8672, 5.469, 39.3316, -0.0472, 0.0799, 0.1813
Si, 7.7343, 5.469, 39.3316, -0.0868, 0.1951, -0.0975
Si, 1.9336, 6.8362, 39.3316, -0.0206, 0.0439, -0.1354
Si, 5.8008, 6.8362, 39.3316, 0.0053, -0.0008, -0.1097
Si, 9.6679, 6.8362, 39.3316, -0.0508, -0.0121, 0.0065
Si, 2, 2.7432, 6.7179, -0.0062, 0.0078, 0.0001
Si, 5.8448, 2.7291, 6.7886, -0.0036, 0.0123, 0.0015
Si, 9.6983, 2.7505, 6.7722, 0.0041, 0.0145, 0.0055
Si, 0.0573, 4.0667, 6.7057, 0.002, -0.0123, -0.003
Si, 3.9288, 4.1136, 6.7485, -0.0056, -0.02, -0.0094
Si, 7.7552, 4.1271, 6.8198, 0.002, -0.0186, -0.0071
Si, 1.9591, 8.1794, 6.8138, 0.0026, 0.0131, -0.0055
Si, 5.8521, 8.1673, 6.8094, 0.0008, 0.0126, -0.0016
Si, 9.6894, 8.1515, 6.774, -0.0038, 0.0174, -0.0066
Si, 0.0059, 9.5312, 6.759, 0.009, -0.008, -0.0004
Si, 3.9222, 9.5193, 6.7398, -0.0123, -0.0191, 0.0041
Si, 7.7694, 9.5642, 6.7659, 0.0018, -0.0239, 0.0123
Si, 0.0429, -0.0197, 8.6633, -0.0047, 0.0226, 0.0048
Si, 3.9677, -0.0532, 8.6421, -0.0315, 0.0223, 0.0063
Si, 7.8017, 0.0567, 8.6517, -0.0063, 0.0411, -0.0037
Si, 1.9969, 1.2483, 8.5166, 0.0301, -0.0301, -0.0069
Si, 5.8415, 1.382, 8.7473, 0.0228, -0.0299, -0.0132
Si, 9.7323, 1.3982, 8.7136, -0.0057, -0.0209, 0.0012
Si, 0.1271, 5.3412, 8.6545, 0.019, 0.0288, -0.0029
Si, 3.9389, 5.4762, 8.6751, -0.0179, 0.0199, 0.005
Si, 7.7538, 5.4493, 8.8265, 0.015, 0.0222, 0.0099
Si, 2.0007, 6.8097, 8.781, -0.0011, -0.0205, -0.0158
Si, 5.8548, 6.882, 8.8348, 0.0036, -0.0282, -0.0107
Si, 9.7668, 6.6922, 8.653, -0.0173, -0.0211, 0.008
Si, 2.08, 2.3753, 10.5222, -0.0093, -0.0066, 0.0177
Si, 5.8366, 2.7413, 10.7202, -0.0383, 0.0301, 0.0201
Si, 9.7117, 2.7231, 10.701, -0.0011, 0.0354, -0.0042
Si, 0.1598, 3.8888, 10.541, -0.0185, -0.0252, -0.0004
Si, 3.8247, 3.9205, 10.4202, 0.0453, 0.0344, 0.0272
Si, 7.747, 4.1082, 10.8195, -0.0015, -0.0081, 0.0036
Si, 2.0924, 8.2342, 10.7172, -0.0386, 0.0273, 0.0038
Si, 5.9902, 8.2878, 10.7975, 0.0216, 0.0323, 0.0329
Si, 9.8947, 8.187, 10.4127, 0.0043, 0.0191, 0.0026
Si, 0.1674, 9.6151, 10.6244, 0.0124, -0.041, 0.0116
Si, 3.9056, 9.7176, 10.6973, 0.0086, -0.0204, -0.0027
Si, 7.964, 9.5398, 10.4616, 0.0015, -0.0449, 0.0024
Si, -0.5368, -0.5487, 12.7869, 0.0236, -0.0069, -0.0103
Si, 3.0606, 0.712, 12.0266, -0.0049, 0.0104, -0.0214
Si, 7.8637, -0.1439, 12.4672, -0.0559, 0.0647, -0.0037
Si, 1.9676, 0.6904, 14.1241, -0.0139, -0.01, 0.0259
Si, 5.2133, 1.4112, 12.6359, 0.0669, 0.0158, 0.0137
Si, 9.5923, 1.3699, 12.6175, 0.0004, -0.0154, 0.0013
Si, 0.0248, 5.5939, 13.1876, 0.004, -0.0079, 0.007
Si, 3.9395, 5.1285, 13.2547, -0.0135, -0.0036, -0.0329
Si, 7.0695, 5.0356, 12.9998, 0.0036, -0.0427, 0.0021
Si, 2.3986, 7.5573, 12.9831, 0.0211, 0.0045, 0.0362
Si, 7.1322, 7.4043, 12.8281, -0.0469, 0.041, -0.0036
Si, 9.5598, 7.6824, 12.6617, 0.0249, -0.0002, -0.0224
O, 7.9027, 4.2852, 14.2008, 0.0029, -0.0015, 0.0007
O, 2.8601, 10.9187, 15.3256, -0.0001, -0.0047, -0.0021
O, -3.6306, 7.7392, 18.7479, -0.0012, -0.0015, -0.0006
O, 7.4822, 2.0131, 15.6197, 0.0047, 0.0016, 0.0048
O, 2.4683, 8.8429, 13.9811, -0.0062, -0.0104, -0.0115
O, 10.448, 8.9324, 13.3316, 0.0004, -0.0057, 0.0123
O, 11.8746, 4.3366, 14.1785, -0.0038, 0.0029, -0.0062
O, 0.251, 16.0464, 11.6602, -0.0053, -0.0122, -0.0052
O, 5.4878, 4.6529, 13.3547, 0.0068, 0.0109, -0.0088
O, 1.691, 2.1957, 14.6736, -0.0009, 0.0111, -0.0088
O, 3.0265, 4.447, 14.4124, -0.0068, -0.0031, -0.0112
O, 9.6054, 2.254, 14.0316, 0.0007, 0.0086, 0.0096
O, 3.221, 7.5621, 28.9021, -0.0003, -0.0011, -0.003
O, 12.3809, 9.6999, 32.6413, 0.0295, -0.0081, 0.0299
O, 5.9781, 8.0387, 29.973, -0.0011, -0.0012, 0.0011
O, 1.1796, 8.9858, 29.2964, 0.003, -0.0019, -0.0009
O, 10.3037, 8.6342, 30.4383, -0.0009, -0.0026, -0.0048
O, -0.3685, 10.9525, 29.4933, 0.0009, -0.0008, -0.0047
O, 11.3974, 6.8043, 31.9039, -0.0013, 0.0036, -0.0047
O, 10.3116, 2.3328, 29.1376, 0.0016, -0.001, -0.006
O, 7.7732, 9.9673, 30.329, -0.0002, -0.0027, -0.0077
O, 5.7492, 2.5928, 30.2747, -0.0009, -0.0054, -0.0016
O, 1.9548, 5.5129, 31.4477, 0.0072, 0.0061, -0.0033
O, -0.2661, 4.8669, 30.117, -0.0014, 0.0023, -0.015
Si, 6.5784, 3.2596, 29.0414, 0.003, 0.003, 0.0059
Si, 6.0614, 12.1575, 15.5928, -0.0091, 0.0072, -0.0199
Si, 8.3638, 6.6974, 24.8428, -0.0008, 0.0009, -0.0032
Si, -0.3942, 9.3613, 29.2804, -0.0026, 0.0011, 0.0063
Si, 3.3624, 3.9282, 19.7374, -0.0003, 0.0007, -0.0035
Si, 5.7877, 5.3384, 21.26, 0, 0, -0.0036
Si, 5.3855, 6, 24.428, -0.0001, 0.0005, -0.0042
Si, 3.1734, 8.1872, 25.2326, -0.0005, 0.0001, -0.0038
Si, 4.6036, 4.4077, 26.9856, -0.0006, -0.0007, -0.0032
Si, 8.5878, 3.0535, 15.0311, -0.014, -0.0075, -0.0091
Si, 1.0585, 6.3319, 22.2882, -0.0001, 0.0005, -0.0032
Si, 12.7274, 3.4766, 21.4302, -0.0002, 0.0006, -0.0033
Si, 3.9502, 0.0894, 25.5413, -0.001, 0.0003, -0.0023
Si, 2.9026, 9.294, 15.4891, 0.0006, 0.0024, 0.0049
Si, 7.7712, 7.3289, 17.2005, -0.0028, 0.0006, -0.0008
Si, 7.7164, 14.2618, 19.7776, -0.0016, -0.0001, -0.0036
Si, 5.3237, 9.7298, 19.702, 0, 0.0014, -0.0038
Si, 5.3147, 1.7355, 18.5639, 0.0008, -0.0023, -0.0069
Si, 0.9972, 5.0044, 17.7897, 0.0002, 0.0013, -0.0019
Si, 2.3512, 13.3819, 26.6272, -0.0017, -0.0004, -0.0003
Si, 2.4982, 6.692, 27.737, -0.0039, -0.0003, -0.0001
Si, 6.6213, 11.5409, 27.1874, -0.0002, -0.0021, 0
Si, 1.6222, 3.7849, 14.9315, 0.0166, 0.0051, -0.0094
Si, 9.2653, 1.1607, 25.621, 0.0012, -0.0004, -0.0024
Si, 9.5581, 3.8352, 24.1924, 0.0007, 0.0005, -0.004
Si, 6.9751, 9.1131, 29.194, 0.0025, 0.004, 0.0085
Si, 11.0988, 2.6315, 27.7352, 0.0006, 0.0017, 0.0017
Si, 4.8896, 7.9187, 17.224, 0.0008, 0.0004, -0.0041
Si, 9.4527, 4.7263, 17.5192, -0.0009, -0.0002, -0.0027
Si, 10.7848, 10.8758, 23.3033, 0.0003, 0.0001, -0.0036
Si, 2.5816, 8.6873, 20.8448, 0.0003, 0.0004, -0.0032
Si, 2.0842, 7.8187, 17.9466, -0.0001, 0.0013, -0.0035
Si, 2.1733, 10.2776, 23.3482, -0.0004, 0.0004, -0.0039
Si, 7.5244, 7.9177, 20.2954, -0.0005, 0.0001, -0.003
Si, 10.0443, 2.4751, 21.5263, -0.0002, 0.001, -0.0035
Si, 7.2499, 9.3654, 15.0033, -0.0046, 0.0036, -0.0153
Si, -1.7066, -2.9496, 22.3983, 0.0004, -0.0005, -0.0043
Si, 0.9983, 4.1047, 24.2716, -0.0001, 0.0006, -0.0037
Si, -0.3525, 5.4161, 28.5805, -0.0019, -0.001, 0.0081
Si, 9.4021, 7.7515, 27.6822, 0.001, -0.001, 0.0033
O, 10.2306, 1.0824, 22.3086, 0.0006, 0.001, 0.0022
O, 3.5919, 5.5682, 27.4155, -0.0005, -0.0003, -0.0003
O, 2.6964, 0.9008, 26.2208, 0.0012, -0.0008, 0.0004
O, 4.3406, 8.6067, 15.8444, 0.0006, -0.0011, 0.004
O, 6.1697, 6.9225, 16.968, 0.0006, 0.0014, 0.003
O, 4.1688, 8.944, 20.5555, 0, 0.0001, 0.0004
O, 1.0815, 6.0709, 28.2009, 0.0005, 0.0017, -0.0028
O, 4.0033, 9.4337, 25.9142, -0.0011, 0.0007, -0.0015
O, 10.5097, 9.47, 22.5637, -0.0006, 0.0007, 0.0022
O, 0.7725, 11.0589, 23.6553, -0.0009, -0.0009, 0.0013
O, 1.9055, 8.8963, 16.7272, 0.0018, -0.0021, 0.0016
O, 7.9896, 8.1762, 28.3516, 0.0005, -0.001, -0.0047
O, 2.4297, 8.0687, 31.4417, 0.009, 0.007, 0.0142
O, 6.738, 6.8069, 24.88, -0.0001, -0.0009, -0.0003
O, 4.1693, 7.0852, 24.5579, -0.0011, 0.0005, 0.0027
O, 8.8196, 2.4987, 24.7814, 0.0009, -0.0004, 0.0007
O, 10.5, 8.9702, 27.8436, 0.0002, -0.0006, 0.0014
O, 6.7401, 9.361, 20.4484, -0.0007, -0.0021, 0.0001
O, 5.8256, 4.3306, 28.0677, -0.0016, -0.0003, -0.0014
O, 6.7817, 13.2707, 18.9065, -0.0009, 0.0013, 0.0028
O, 1.0332, 6.6282, 17.644, 0.0016, 0.0001, 0.0028
O, 8.4763, 4.362, 18.7772, 0.0015, -0.0007, 0.0004
O, 2.2245, 7.3379, 21.7199, -0.0026, 0.0015, 0.0003
O, 2.1698, 8.8216, 24.1109, 0.002, 0.0021, 0.0033
O, 9.9237, 10.9555, 24.676, -0.0004, 0.0022, -0.0002
O, 8.938, 7.5914, 23.6319, 0.0006, -0.0002, 0.0018
O, 12.5488, 5.088, 21.2488, 0.0016, -0.0015, 0.0021
O, 3.7839, 3.0085, 27.1662, 0.0001, 0.0023, -0.0001
O, 8.0663, 8.6046, 16.2051, 0.0007, -0.0026, 0.0039
O, 6.3324, 10.2368, 28.1625, 0.0013, 0.0044, -0.0053
O, 1.1255, 2.3638, 27.7063, -0.0006, 0.0013, -0.0037
O, 1.4497, 4.1475, 16.491, -0.0013, 0.0044, -0.0038
O, 1.1408, 3.085, 23.0102, -0.0018, 0.003, 0.0001
O, 6.481, 6.7371, 20.7625, 0.0004, 0.0004, 0.0015
O, 9.0805, 7.3076, 26.1616, -0.0008, -0.0006, 0.001
O, 9.4057, 3.6346, 16.3086, 0.003, 0.0026, 0.0046
O, 5.3743, 0.7118, 26.0968, 0.0004, -0.0006, 0.0018
O, 2.2268, 7.5365, 26.3765, 0.0021, -0.0009, 0.0015
O, -0.1592, 13.708, 20.7202, -0.0009, 0.0015, 0.0033
O, 5.1408, 4.7358, 25.4638, -0.0009, 0.0018, 0.0036
O, 1.8217, 8.5539, 19.3918, 0.0014, -0.0002, 0.0017
O, -2.6635, 7.9099, 21.0893, -0.0004, 0.0004, 0.0028
O, 5.0714, 11.3361, 19.4997, 0.0009, 0.0002, 0.0011
O, 7.9978, 0.4253, 26.3278, -0.0018, 0.0016, 0.0005
O, 13.0004, 5.6337, 23.7623, -0.0017, -0.0026, 0.0002
O, 3.6071, 7.1713, 17.9112, -0.0015, 0.0021, 0.0007
O, 2.1503, 9.9942, 21.7336, -0.0001, 0.0003, 0.0039
O, -0.6013, 4.737, 18.0731, -0.0031, -0.001, 0
O, 8.8442, 6.1311, 16.8975, -0.0009, 0, 0.0019
O, 5.3833, -1.815, 18.1936, -0.0014, -0.002, 0.0013
O, -0.4168, 7.0067, 22.3069, -0.0002, 0.0004, 0.002
O, 11.0595, 4.057, 24.7901, 0, -0.0001, -0.0008
O, 9.6899, 3.6954, 22.5685, 0.0007, -0.0019, 0.0022
O, 2.5702, 3.0229, 20.8482, -0.0017, 0.0022, 0.0002
O, 6.4713, 8.2089, 14.1331, 0.0086, -0.0062, -0.0049
O, 5.4991, 5.4382, 22.8811, 0.0001, 0.001, 0.0023
O, 6.2926, -0.3968, 15.5804, 0.0018, -0.0051, 0.0041
O, 1.948, 3.5116, 25.443, -0.0011, -0.0006, 0.0012
O, 5.2254, 12.4136, 16.9608, 0.0006, 0.0008, 0.0086
O, 4.3773, 5.0165, 20.4573, -0.0005, -0.0025, 0.0007
O, 3.5183, 0.1382, 23.9193, -0.0011, -0.0017, 0.0038
O, 8.814, 2.3594, 20.4882, 0.0004, 0.0014, 0.002
O, 6.8426, 4.1308, 20.9064, -0.0007, 0.0005, -0.0009
O, 4.1997, 2.8768, 18.8441, -0.0006, 0.0011, 0.0035
O, 2.1625, 4.6284, 18.8751, -0.0001, 0.001, 0.0012
O, 10.4239, 1.6679, 26.6337, -0.0007, 0.0008, -0.0008
O, 10.8884, 4.2309, 27.5279, 0.0019, -0.0003, -0.0011
O, 8.6744, 5.1191, 24.6087, 0.0003, 0.0009, 0.0009
O, 13.2753, -3.3698, 34.0159, -0.0042, -0.0095, -0.0008
O, 3.7848, -1.107, 30.0659, 0.0002, 0.0015, 0.004
O, 3.3557, 4.7407, 11.7942, 0.0234, -0.009, 0.0168
O, 8.9356, 6.3272, 31.0508, -0.0016, 0.0126, -0.0022
O, -3.8931, 4.1978, 29.8399, -0.0027, -0.0031, -0.0111
O, 6.9265, 1.9702, 28.0704, -0.0002, 0.0001, -0.0014
O, 5.2571, 1.7706, 14.2628, -0.0086, -0.0054, 0.0139
O, 10.1428, 6.2636, 13.3254, 0.0056, -0.0032, 0.0108
O, 12.1111, -0.0547, 13.9592, 0.0293, 0.0043, -0.003
O, 2.6642, 0.7525, 31.286, 0.016, -0.0068, 0.0026
O, 17.8302, 0.1095, 12.4951, -0.0489, -0.0368, 0.0036
O, 12.7389, 6.705, 13.5596, -0.0055, 0.0033, -0.01
O, -1.5617, 6.4798, 28.461, -0.0001, 0.001, -0.0047
O, 3.8064, 6.7544, 13.3065, -0.0169, -0.0172, -0.002
O, 8.2343, 10.1249, 13.9524, 0.0019, -0.0116, -0.0031
O, 12.3045, 2.2516, 30.7186, 0.0027, 0.0017, -0.0033
O, 3.1662, 3.3612, 30.7887, 0.0035, 0.0015, -0.003
O, 4.5203, 5.8393, 30.8573, -0.0017, 0.0005, 0.0015

Results
free energy: -187180.306 eV
free energy less fixed offsets of O -569.03, Si -635.61 eV per atom: -7.446 eV

The program warned: the cutoff lies below the one the program advises for these potential files; the exchange-correlation potential is rough where the density is thin.
